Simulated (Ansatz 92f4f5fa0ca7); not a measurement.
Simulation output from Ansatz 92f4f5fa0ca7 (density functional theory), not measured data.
Periodic cell of 422 atoms, Si266O156, from a study of silicon, its oxide and their interface. The atomic structure is a simulated model.
Doubt: the cutoff is far below the 930 eV that the study's wrapper takes by default for these files, so forces and energies are approximate.
This geometry differs little from another in the collection (a relaxation step or a small displacement).

Settings: functional PBE; potential files Ansatz PAW; basis plane waves; wave-function cutoff 580 eV; density cutoff ratio 5; exchange-correlation grid ratio 1; k mesh 1 x 1 x 1, Gamma-centred; self-consistency stop 5e-08 eV per atom in the density residual; occupations fixed; spin none; net charge 0.

Cell vectors (angstrom)
a 15.4687 0 0
b 0 12.8259 0
c 0 0 36.7417

Atoms and the computed forces on them: element, x, y, z (angstrom), force x, y, z (eV/angstrom)
Si -0.002 1.187 34.061 0 0.005 -0.009
Si 3.865 1.185 34.059 -0.003 0.001 -0.007
Si 7.689 1.19 34.035 -0.001 -0.001 -0.006
Si 11.585 1.18 34.076 0.001 0 -0.008
Si 1.911 7.565 34.077 0.001 -0.001 -0.008
Si 5.801 7.56 34.067 -0.001 -0.006 -0.008
Si 9.644 7.566 34.088 0.001 0.002 -0.008
Si 13.507 7.561 34.075 0.002 -0.001 -0.006
Si 1.934 5.247 34.475 -0.103 -0.049 -0.075
Si 5.801 5.247 34.475 0.106 -0.119 -0.445
Si 9.668 5.247 34.475 -0.03 -0.003 -0.407
Si 13.535 5.247 34.475 -0.151 -0.091 -0.336
Si 0 11.66 34.475 -0.125 0.015 0.124
Si 3.867 11.66 34.475 0.084 0.138 0.416
Si 7.734 11.66 34.475 -0.028 0.142 0.165
Si 11.602 11.66 34.475 -0.041 0.037 0.335
Si 0 4.664 35.712 0.033 -0.111 -0.105
Si 3.867 4.664 35.712 -0.026 -0.106 -0.106
Si 7.734 4.664 35.712 -0.005 -0.174 -0.123
Si 11.602 4.664 35.712 0.073 -0.07 -0.108
Si 1.934 11.077 35.712 0.036 0.095 0.031
Si 5.801 11.077 35.712 -0.052 0.129 0.083
Si 9.668 11.077 35.712 0.013 0.104 0.072
Si 13.535 11.077 35.712 0.037 0.117 0.07
Si 0 2.332 36.124 0.029 -0.012 0.1
Si 3.867 2.332 36.124 0.015 -0.038 0.053
Si 7.734 2.332 36.124 -0.153 -0.034 -0.031
Si 11.602 2.332 36.124 -0.021 -0.01 0.183
Si 1.934 8.745 36.124 -0.039 0.042 0.042
Si 5.801 8.745 36.124 -0.002 0.027 -0.021
Si 9.668 8.745 36.124 -0.019 0.076 0.104
Si 13.535 8.745 36.124 -0.068 0.041 0.02
Si 1.934 1.749 0.619 0.008 0.04 -0.005
Si 5.801 1.749 0.619 -0.021 0.046 0.008
Si 9.668 1.749 0.619 0.039 -0.006 -0.02
Si 13.535 1.749 0.619 0.043 -0.016 -0.008
Si 0 8.162 0.619 0.016 -0.02 -0.017
Si 3.867 8.162 0.619 0.001 -0.037 -0.022
Si 7.734 8.162 0.619 0.032 -0.005 -0.015
Si 11.602 8.162 0.619 0.004 0.014 -0.004
Si 0 5.83 1.031 -0.023 -0.021 -0.027
Si 3.867 5.83 1.031 0.03 0.021 -0.007
Si 7.734 5.83 1.031 0.008 0.047 0.035
Si 11.602 5.83 1.031 -0.065 -0.024 -0.013
Si 1.934 12.243 1.031 -0.027 -0.014 0.015
Si 5.801 12.243 1.031 0.041 -0.012 0.05
Si 9.668 12.243 1.031 0 -0.009 0.036
Si 13.535 12.243 1.031 -0.043 0 0.027
Si 1.934 5.247 2.268 -0.104 -0.053 -0.098
Si 5.801 5.247 2.268 -0.076 0.015 -0.155
Si 9.668 5.247 2.268 0.194 -0.1 -0.271
Si 13.535 5.247 2.268 0.094 -0.007 0.075
Si 0 11.66 2.268 0.151 0.045 0.14
Si 3.867 11.66 2.268 -0.074 0.028 0.271
Si 7.734 11.66 2.268 -0.132 0.032 -0.003
Si 11.602 11.66 2.268 0.125 -0.006 -0.208
Si 1.934 2.915 2.68 -0.028 -0.062 -0.03
Si 5.801 2.915 2.68 0.03 -0.072 0.034
Si 9.668 2.915 2.68 -0.052 -0.024 -0.018
Si 13.535 2.915 2.68 -0.04 -0.027 0.024
Si 0 9.328 2.68 -0.009 0.097 0.057
Si 3.867 9.328 2.68 0.006 0.094 0.054
Si 7.734 9.328 2.68 -0.032 -0.001 0.036
Si 11.602 9.328 2.68 -0.027 0.061 0.058
Si 0.434 -1.19 26.335 0.01 -0.028 -0.017
Si 3.385 -0.242 27.124 0.018 0.02 -0.011
Si 8.058 -0.761 26.161 0.001 -0.004 0.005
Si 10.934 -0.401 25.553 -0.008 -0.013 -0.005
Si 1.654 4.116 27.757 0.004 -0.014 -0.022
Si 6.469 6.595 26.775 0.014 0.014 -0.004
Si 9.693 3.849 27.345 -0.019 0.011 -0.101
Si 14.018 6.382 26.795 -0.005 0.006 -0.012
Si 1.552 6.48 27.573 -0.013 0.006 -0.001
Si 6.247 3.645 27.333 -0.039 0.02 -0.019
Si 9.461 7.052 27.318 -0.009 0.017 -0.054
Si 11.604 3.268 28.732 -0.01 -0.009 0.023
Si 0.017 11.26 28.547 -0.001 0.013 0.006
Si 3.859 10.442 28.01 0.004 -0.047 -0.035
Si 7.681 11.547 28.406 0.008 -0.007 -0.005
Si 11.554 11.111 28.096 -0.006 0.014 -0.052
Si 0.013 3.086 29.099 -0.023 -0.005 0.015
Si 3.563 3.435 28.975 0.024 0.028 -0.012
Si 7.907 3.143 28.853 -0.005 -0.003 0.043
Si 13.703 3.375 27.65 0.013 0.006 -0.003
Si 1.904 10.074 29.308 -0.011 -0.006 0.009
Si 5.859 10.193 29.2 0.015 0.009 0.003
Si 9.592 10.315 29.167 -0.017 0.01 0.016
Si 13.496 10.144 29.135 0.012 -0.004 0.013
Si -0.016 0.704 29.63 0.008 -0.012 -0.008
Si 3.668 1.049 29.315 -0.001 -0.005 0.007
Si 7.705 0.856 29.596 0.005 -0.002 -0.008
Si 11.563 1.058 29.638 0.009 -0.02 -0.021
Si 1.812 7.711 29.567 -0.002 -0.009 0.004
Si 5.832 7.778 29.607 0 -0.01 -0.011
Si 9.603 7.95 29.464 0.005 0.007 0.025
Si 13.478 7.781 29.564 0.007 0.003 0.001
Si 1.947 0.523 30.873 -0.005 0 -0.003
Si 5.645 0.617 30.719 -0.006 0 -0.002
Si 9.63 0.619 30.929 0.004 -0.007 -0.003
Si 13.494 0.576 30.921 -0.005 -0.012 -0.005
Si -0.078 6.973 30.747 -0.001 0.008 -0.001
Si 3.817 7.071 30.705 -0.001 0.005 -0.008
Si 7.774 7.037 30.704 -0.004 0.01 0.007
Si 11.51 7.091 30.667 0.001 -0.002 0.001
Si -0.038 4.556 31.066 0.005 -0.007 -0.01
Si 3.808 4.681 31.047 0.002 -0.012 0.002
Si 7.766 4.592 30.928 0.004 -0.004 -0.01
Si 11.564 4.65 30.888 0.006 0.005 0.003
Si 1.988 11.07 31.395 0.003 0.002 -0.012
Si 5.756 11.154 31.311 -0.002 0.004 -0.009
Si 9.686 11.146 31.339 0 0 -0.018
Si 13.465 11.079 31.3 -0.002 0.009 -0.013
Si 1.91 4.126 32.375 0 -0.001 -0.01
Si 5.799 4.143 32.29 -0.002 -0.005 0.002
Si 9.672 4.148 32.303 0 -0.008 -0.004
Si 13.467 4.132 32.323 -0.002 -0.003 -0.009
Si -0.025 10.455 32.451 -0.004 0.001 -0.009
Si 3.898 10.417 32.519 -0.001 -0.004 -0.001
Si 7.722 10.488 32.445 -0.005 -0.005 -0.008
Si 11.579 10.421 32.497 0.002 -0.004 0.002
Si 1.938 1.802 32.844 0.001 -0.005 -0.006
Si 5.746 1.815 32.767 0.001 -0.002 -0.007
Si 9.652 1.855 32.893 0.002 0.005 -0.002
Si 13.513 1.825 32.883 -0.001 -0.004 -0.001
Si -0.035 8.109 32.838 -0.001 0 0
Si 3.852 8.095 32.845 0.001 0.004 0.001
Si 7.732 8.131 32.821 0.004 0.003 -0.003
Si 11.561 8.089 32.831 -0.005 0.007 -0.01
Si 0 2.332 3.917 0.317 -0.084 0.2
Si 3.867 2.332 3.917 -0.157 -0.232 0.111
Si 7.734 2.332 3.917 -0.005 -0.25 -0.441
Si 11.602 2.332 3.917 0.061 0.012 0.001
Si 1.934 8.745 3.917 -0.045 0.229 0.265
Si 5.801 8.745 3.917 0.003 0.251 0.222
Si 9.668 8.745 3.917 0.146 0.047 0.033
Si 13.535 8.745 3.917 0.049 -0.081 0.117
Si 1.906 6.432 4.309 0.001 0.002 0.001
Si 5.779 6.412 4.314 0.004 0.003 0.009
Si 9.74 6.432 4.28 -0.002 0.001 0.003
Si 13.576 6.412 4.341 -0.003 0.002 0.002
Si 0.051 12.81 4.362 -0.005 0.001 0
Si 3.847 12.814 4.383 0 0.005 0.005
Si 7.719 12.821 4.329 0.001 0.003 0.004
Si 11.629 12.807 4.312 -0.001 -0.003 0.002
Si 0.037 5.841 5.623 0.006 0.001 0.012
Si 3.811 5.807 5.508 -0.001 -0.007 -0.006
Si 7.789 5.836 5.398 0.002 -0.002 -0.004
Si 11.646 5.864 5.574 -0.003 -0.005 -0.006
Si 1.938 12.232 5.739 0.004 -0.002 0.003
Si 5.8 12.326 5.647 0.002 0.001 -0.002
Si 9.682 12.16 5.469 0 0.003 0.003
Si 13.566 12.206 5.539 -0.004 0.001 -0.002
Si 0.11 3.506 5.995 0.003 0 0
Si 3.836 3.492 5.977 -0.005 0.009 0.009
Si 7.734 3.549 5.876 0.008 0.004 0.005
Si 11.646 3.518 5.973 -0.002 0.001 0.01
Si 1.948 9.848 6.073 -0.001 -0.001 0.008
Si 5.836 9.924 6.031 -0.003 -0.006 0.015
Si 9.668 9.847 6.024 0.001 0.002 0.003
Si 13.545 9.883 6.005 0.005 0 0.01
Si 1.983 2.89 7.38 0 0.008 0.003
Si 5.824 3.268 7.201 -0.003 -0.013 0.002
Si 9.635 2.892 7.064 0.003 -0.003 0.004
Si 13.638 2.914 7.141 -0.004 0.001 0.007
Si -0.033 9.279 7.319 0.002 -0.006 0.003
Si 3.947 9.234 7.278 -0.001 -0.004 -0.002
Si 7.74 9.218 7.293 0.002 0.003 0.003
Si 11.622 9.421 7.316 -0.001 0 0.007
Si 0.033 6.934 7.756 0.002 0.005 -0.001
Si 3.933 6.849 7.611 0.003 0.004 0.008
Si 7.764 6.802 7.507 -0.001 0.008 -0.005
Si 11.67 7.02 7.663 0.002 -0.004 0.001
Si 1.887 13.386 7.906 -0.008 -0.003 0.004
Si 5.782 13.624 7.699 0.001 0.003 -0.001
Si 9.695 13.401 7.425 0.001 0.005 0
Si 13.564 13.428 7.541 0.005 0.004 -0.001
Si 2.039 6.402 8.963 -0.003 0.012 0.006
Si 5.864 5.597 8.247 -0.005 0.014 -0.025
Si 9.717 6.221 8.715 0.005 -0.003 0.004
Si 13.528 6.264 8.946 0.005 0.008 0.003
Si -0.198 12.796 9.058 -0.001 0.01 0.008
Si 3.95 12.773 8.998 0.001 0.006 -0.005
Si 7.788 12.798 8.641 0.013 0 -0.006
Si 11.607 13.221 8.798 0.001 0.006 0.007
Si 1.93 4.122 9.465 0.003 -0.015 0
Si 6.092 4.807 10.385 -0.011 -0.006 0.015
Si 9.734 3.863 9.19 0.007 -0.009 -0.013
Si 13.494 3.861 9.291 -0.006 -0.006 -0.002
Si -0.101 10.437 9.414 -0.004 -0.005 -0.012
Si 3.924 10.418 9.34 0.002 -0.011 -0.002
Si 7.802 10.531 9.297 -0.01 -0.002 -0.009
Si 11.681 10.818 9.317 -0.019 0.007 -0.022
Si -0.023 3.666 10.642 0.004 0.025 0.006
Si 3.443 3.479 11.203 -0.014 0.012 -0.013
Si 8.068 3.662 10.837 0.028 0.026 -0.004
Si 12.024 2.185 12.244 -0.004 0 -0.01
Si 1.914 9.851 10.527 0.009 0.012 -0.003
Si 5.919 9.977 10.605 -0.011 -0.012 0.005
Si 9.79 10.562 10.659 0.012 -0.003 -0.004
Si 13.381 9.891 10.701 0.02 0.016 0.021
Si -0.627 0.849 11.312 0.003 -0.002 -0.027
Si 4.368 0.673 11.231 0 -0.006 0
Si 7.535 1.461 11.38 -0.019 -0.042 -0.002
Si 11.58 2.619 9.996 -0.005 -0.006 -0.014
Si 2.26 7.562 11.048 -0.001 -0.019 -0.012
Si 5.376 7.364 11.907 -0.004 0.02 0.012
Si 10.137 7.616 11.458 -0.001 0 -0.003
Si 13.256 7.501 10.976 0.001 -0.017 -0.006
O 9.901 11.852 11.673 -0.002 0.002 0.005
O 5.936 13.953 11.448 0.02 0.002 0
O 1.881 -0.343 26.39 0.011 0.008 -0.001
O 9.474 0.11 26.136 -0.004 0.005 0.001
O 11.708 7.189 11.461 0.002 -0.003 0.001
O 6.116 8.349 10.834 0.004 0.011 -0.006
O 0.123 6.863 26.778 0.008 0.003 -0.003
O 7.939 7.315 26.712 0.005 -0.005 0.002
O 0.311 2.195 11.332 -0.007 -0.001 0.005
O 13.422 14.144 12.023 0.004 0.003 0.006
O 5.942 10.612 12.143 0.005 0.001 -0.013
O 14.228 7.037 12.231 -0.013 0.008 -0.009
O 4.081 12.408 12.423 -0.002 0.007 -0.003
O 5.788 7.702 13.442 0.004 -0.003 -0.002
O 8.818 4.339 12.145 -0.007 -0.011 -0.006
O 12.211 3.581 13.144 0.002 -0.02 -0.003
O 1.353 6.882 12.241 0.002 0.003 -0.003
O -0.049 12.488 12.263 -0.009 0.003 0
O 13.082 10.514 12.255 -0.001 -0.004 -0.024
O 9.431 6.889 12.706 -0.003 -0.005 0.003
O 8.357 13.757 12.705 0 0.008 -0.007
O 9.909 9.217 11.617 -0.001 0.012 0
O 1.914 10.681 11.964 0.008 -0.004 0
O 3.436 4.221 12.685 -0.002 0.002 -0.006
O 4.367 0.475 26.001 -0.026 -0.014 0.01
O -3.832 -0.087 28.42 -0.003 0.025 0.023
O 9.556 3.71 25.654 0.004 -0.003 0.051
O 6.635 5.001 26.487 -0.005 -0.013 -0.001
O 0.505 10.32 25.322 0.002 0.021 0.008
O 2.873 6.742 26.616 0.022 0.025 -0.017
O 6.901 0.044 25.295 -0.007 0.007 -0.004
O 8.375 10.582 25.499 0.001 0.004 0
O 10.692 12.14 23.984 -0.001 0.007 0.006
O 5.394 7.241 25.721 -0.01 0.006 -0.004
O 13.135 6.858 25.511 0.003 -0.001 0.001
O 13.976 2.216 26.515 0.001 -0.003 -0.004
O 14.609 -0.288 25.911 -0.008 0.005 -0.001
O 1.641 3.755 26.12 -0.003 0.003 0.012
O 10.617 7.515 26.242 -0.008 -0.001 0.009
O 12.095 0.736 25.588 0.011 0.012 0.001
Si 3.128 8.837 23.123 0.002 -0.012 0.009
Si 8.31 6.981 23.126 0.003 0.001 -0.001
Si 5.705 1.176 25.362 0.018 -0.005 -0.019
Si 2.496 2.41 19.069 -0.003 0.001 0.002
Si 5.447 9.33 18.323 -0.001 0 0.006
Si 9.747 12.902 12.907 -0.009 -0.012 0
Si 11.705 4.601 14.351 -0.003 0.013 0.014
Si 2.086 2.466 16.015 -0.003 0 0.003
Si 4.396 4.421 20.543 -0.001 0.006 -0.002
Si 15.072 2.319 20.313 -0.006 0.002 -0.002
Si 15.26 9.604 24.008 -0.003 -0.003 -0.007
Si 12.562 9.197 23.057 -0.004 0 -0.003
Si 6.108 8.916 22.447 0.009 0.004 0.003
Si 9.661 4.61 24.249 0.001 0.009 -0.012
Si 13.677 10.151 13.747 -0.001 -0.004 0.007
Si 4.023 3.899 14.179 0.003 -0.003 0.01
Si 6.814 7.102 14.559 0 0.002 0.001
Si 0.961 6.796 23.099 0 -0.004 -0.003
Si 13.698 0.992 25.493 -0.015 0.01 -0.021
Si 10.862 4.498 18.978 0.002 -0.001 0.003
Si 9.263 8.433 15.813 0 -0.005 0.002
Si 12.255 7.576 15.091 0.005 0.002 0.004
Si 6.106 11.355 20.49 0.002 0 0.002
Si 9.326 11.624 15.794 0 0.001 0.005
Si 9.33 3.3 21.335 0 0 -0.003
Si 8.972 5.449 13.3 -0.001 0.004 0.008
Si 3.902 7.862 26.023 -0.031 0.052 -0.023
Si 16.265 6.736 18.131 0.004 0.004 0.004
Si 1.53 12.176 15.783 0 0.001 -0.002
Si 4.216 2.619 23.034 -0.003 -0.001 -0.001
Si 5.159 11.513 13.262 -0.001 -0.005 0.007
Si 9.975 7.161 20.515 0.004 -0.003 0
Si 7.281 4.44 19.404 0 -0.002 0.003
Si 14.044 11.381 16.437 0.001 0.004 0.007
Si 8.841 0.26 20.626 0 -0.001 0.005
Si 0.823 11.311 12.976 0.013 -0.002 0.017
Si 10.33 11.288 22.662 -0.004 -0.002 -0.002
Si -2.392 3.903 16.958 0.004 0.003 0.008
Si 12.863 7.763 20.583 -0.001 -0.001 0.009
Si 8.007 7.453 18.417 -0.004 0.001 0.007
Si 6.397 3.203 15.611 -0.003 -0.001 -0.001
Si 4.273 10.924 16.046 0.002 -0.005 -0.001
Si 10.21 13.51 17.829 0.001 -0.002 0.009
Si 4.866 5.576 16.365 -0.002 0 0.004
Si 15.73 5.014 15.763 -0.002 0.002 0
Si 15.477 6.091 12.71 0.01 0.002 -0.003
Si 3.716 6.936 19.061 -0.002 0.005 0.005
Si 1.767 3.925 24.5 0 0.005 0
Si 8.166 9.732 24.138 -0.003 0 -0.002
Si 3.434 13.095 20.991 0.002 -0.003 0
Si -1.664 8.462 17.623 0.005 0 0.007
Si 11.579 6.996 25.01 -0.002 0.006 -0.009
Si 15.647 1.404 23.261 0 -0.002 -0.008
Si 1.543 11.496 22.67 0.003 -0.008 -0.002
Si 8.798 3.268 17.161 0.002 0.005 0.008
Si 6.445 12.851 15.616 -0.001 -0.002 -0.001
Si 14.753 5.465 20.639 0 -0.003 -0.001
Si 13.224 14.005 18.116 0.002 -0.001 0.008
O 9.045 7.525 17.158 0.005 0.002 -0.01
O 2.136 7.273 18.876 0.001 -0.001 -0.002
O 11.989 3.84 15.756 -0.001 -0.003 -0.008
O 12.385 4.381 18.379 0.005 -0.001 -0.008
O 8.338 5.594 24.017 -0.002 -0.001 -0.003
O 0.09 5.777 14.317 -0.003 -0.006 0.001
O 11.277 8.079 20.744 0.001 0.002 -0.005
O 13.312 8.348 19.156 0.003 0.004 -0.01
O 3.112 3.632 19.94 0 -0.002 -0.003
O 11.62 8.096 23.809 0.002 -0.001 -0.002
O 2.718 10.437 23.172 -0.006 0.004 -0.006
O 8.127 4.306 20.813 -0.001 -0.001 -0.004
O 3.244 2.632 14.872 0.003 0.002 -0.004
O 4.529 8.657 22.348 -0.006 -0.002 -0.003
O 3.482 1.442 22.149 0.001 0.002 -0.004
O 8.793 1.752 21.308 0 -0.001 -0.004
O 8.961 10.444 22.91 0.002 0.003 -0.005
O 13.493 8.565 21.857 0.002 0 0.001
O 7.743 3.223 18.414 0 0 -0.006
O 7.937 8.235 14.879 0.001 0.001 -0.001
O 1.511 13.776 16.065 -0.002 0 -0.002
O 4.797 12.194 21.015 -0.004 0.002 -0.003
O 0.794 2.819 23.795 0.003 0.002 -0.003
O 5.639 3.495 14.165 0.001 0 -0.002
O 16.659 5.873 16.797 0.003 -0.003 -0.005
O 15.365 7.99 17.6 -0.002 0.003 -0.005
O -0.16 10.107 13.524 -0.009 -0.011 0.001
O 3.268 3.422 24.091 0.003 -0.004 -0.005
O 5.382 1.83 23.891 0 0.005 -0.005
O 9.729 12.024 14.272 0.004 0.001 -0.005
O 15.657 11.497 16.365 0.004 -0.001 -0.001
O 3.202 1 19.54 0 0 -0.002
O 12.421 6.092 14.386 -0.003 -0.005 -0.007
O 7.573 5.742 14.067 -0.004 0 -0.002
O 9.773 3.676 22.884 0.002 0 0.002
O 6.909 7.467 22.395 0.003 -0.006 -0.003
O 2.154 7.711 22.423 0.001 0.003 -0.002
O 6.237 12.472 14.036 0 -0.002 -0.003
O 4.715 9.599 16.884 -0.002 0 -0.006
O 5.723 4.156 19.669 0 -0.002 -0.006
O 8.801 7.978 19.745 -0.003 0.001 -0.006
O 5.58 4.131 16.695 0 -0.001 0
O 13.685 2.407 17.147 -0.001 0.004 -0.007
O 10.417 12.231 16.848 -0.003 -0.004 -0.005
O 0.247 10.482 22.667 0 0.001 -0.003
O 5.76 10.795 18.988 0 0.001 -0.004
O 15.447 1.502 21.659 0.003 -0.002 0.002
O 10.665 7.945 15.142 -0.002 0.002 0
O 9.51 1.837 16.92 -0.001 0 -0.006
O 8.715 8.191 24.159 0.002 -0.01 0
O 4.728 3.822 22.035 0.002 -0.002 0
O 10.559 3.452 20.224 -0.002 -0.002 -0.005
O 4.413 10.626 14.427 0.001 0.002 -0.002
O 3.833 5.25 15.113 0.002 -0.001 0
O 0.13 6.081 21.893 0.001 0.002 0
O 1.091 12.856 23.535 -0.003 0 0.005
O 5.954 6.696 15.883 0.001 0.001 0
O 5.236 12.171 16.457 0.002 0.002 -0.002
O 10.997 5.569 24.43 -0.002 -0.005 0
O 3.257 8.385 24.656 0.029 -0.007 0.065
O 2.737 15.561 17.492 0 0.001 -0.003
O 10.518 5.959 19.575 -0.002 0 -0.003
O 14.276 4.894 16.5 -0.002 -0.002 0
O 11.627 10.352 22.396 0.005 -0.005 -0.005
O 9.361 10.03 16.066 0.001 -0.001 -0.002
O 13.666 10.015 17.211 -0.004 -0.007 -0.001
O 13.275 6.18 20.702 0 -0.003 -0.003
O 0.905 3.523 15.612 0.002 -0.008 -0.005
O 4.178 6.132 17.712 0.002 -0.003 -0.005
O 9.425 6.709 21.97 -0.002 -0.002 0.002
O 4.481 8.369 19.23 0 -0.001 -0.005
O 11.627 14.038 18.409 -0.003 0.001 -0.003
O 6.557 9.667 23.838 0 0 -0.002
O 15.458 5.824 19.216 -0.004 -0.004 0.001
O 7.979 3.617 15.784 0.002 0 -0.003
O 1.451 5.493 24.026 -0.001 -0.004 -0.002
O 14.168 1.31 23.962 0 -0.004 0.003
O 4.023 6.016 20.395 0 -0.001 -0.003
O 2.766 -1.458 16.465 -0.002 0 0
O 0.144 7.983 23.935 -0.003 0.003 0.001
O 13.066 8.716 14.235 -0.004 -0.003 0
O 6.335 1.612 15.909 0 0 -0.001
O 13.948 14.232 19.558 0.004 0.001 -0.002
O 7.857 12.24 16.135 0.002 0 -0.001
O 6.826 8.508 18.094 0.003 -0.002 -0.006
O 7.372 12.37 20.657 -0.001 0.002 -0.005
O 14.591 3.839 20.712 0.001 -0.002 -0.004
O 13.641 9.784 24.14 0.004 0 0
O 6.475 9.968 21.269 0.003 0 -0.006
O 13.53 12.625 17.331 0.001 -0.004 -0.005
O 2.143 12.111 21.272 -0.002 -0.001 -0.002
O 1.643 -0.838 14.182 0 0.004 -0.004
O 9.235 13.151 19.061 0.002 0.001 -0.005
O 9.914 4.347 17.647 -0.001 -0.002 -0.006
O 13.392 11.289 14.915 -0.004 0.005 -0.007
O 10.012 12.241 21.392 0 0.002 -0.008
O 7.469 5.927 18.719 -0.001 -0.003 -0.003
O 0.893 2.384 19.325 0.003 0 -0.005
O 10.104 4.855 14.296 0.005 -0.005 -0.002
O 12.878 7.561 16.611 -0.006 -0.002 -0.009
O 3.307 1.881 11.528 -0.007 -0.002 0.006
O 21.271 6.827 28.244 -0.007 -0.008 0.005
O 9.66 18.291 27.63 0.004 -0.041 0.012
O 10.975 1.156 12.979 0.011 0.012 0.01
O 13.298 -5.85 28.124 -0.004 0.001 0.005
O 4.013 9.139 27.003 -0.01 -0.029 -0.019
O 11.433 -1.716 26.428 0.005 -0.01 0.028
O 9.421 7.115 10.089 -0.005 0.003 -0.001
O 3.779 7.493 11.679 -0.006 0.002 -0.003
O -1.54 -8.059 26.805 0 -0.014 -0.003
O -0.152 4.673 11.935 0.005 -0.014 -0.008
O 8.158 0.675 10.097 -0.017 0.014 0.018
O 4.911 3.665 10.51 0.001 0.003 0.004
O 6.233 2.375 26.314 -0.003 0.011 0
O 4.771 3.911 27.952 0.036 -0.026 0.005
O 5.903 5.861 11.627 0.007 -0.028 -0.01

Results
free energy: -257824.091 eV
free energy less fixed offsets of O -568.88, Si -635.61 eV per atom: -6.551 eV

The program warned: the cutoff lies below the one the program advises for these potential files; the forces do not sum to zero within the program's tolerance; the exchange-correlation potential is rough where the density is thin.
